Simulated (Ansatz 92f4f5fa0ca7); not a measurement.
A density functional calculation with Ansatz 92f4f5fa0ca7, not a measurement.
Periodic cell of 220 atoms, Si132O88, from a study of silicon, its oxide and their interface. The atomic structure is a simulated model.

Settings: functional PBE; potential files Ansatz PAW; basis plane waves; wave-function cutoff 700 eV; density cutoff ratio 5; exchange-correlation grid ratio 1; k mesh 2 x 2 x 1, shifted by 0.5 0.5 0.5 of a step; self-consistency stop 5e-08 eV per atom in the density residual; occupations fixed; spin none; net charge 0.

Cell vectors (angstrom)
a  10.938  0  0
b  0  10.938  0
c  0  0  32.6868

Atoms and the computed forces on them: element, x, y, z (angstrom), force x, y, z (eV/angstrom)
Si  -0.0699  0.9292  24.8051  -0.0042  -0.0221  0.0731
Si  5.607  -0.2329  25.2453  -0.0132  -0.0169  -0.0094
Si  2.5457  3.2525  25.2487  -0.0046  0.0088  -0.0013
Si  8.1651  2.6127  25.0125  0.0101  -0.0275  -0.0342
Si  0.1326  5.3043  25.0849  0.0199  0.0204  0.0037
Si  5.1516  6.0319  25.3621  -0.0121  0.0291  -0.0076
Si  2.7739  8.1499  25.3505  0.0062  -0.0063  -0.0268
Si  7.8136  8.4621  25.259  -0.0368  -0.0217  -0.0212
Si  1.3501  1.664  26.5182  -0.0382  -0.0193  -0.024
Si  6.7987  1.3783  26.4992  -0.0167  0.0105  0.011
Si  4.1158  4.3006  26.5798  -0.0106  0.0001  -0.0132
Si  9.4136  4.1746  26.378  0.0289  0.006  0.0125
Si  1.2371  6.8547  26.539  -0.0113  -0.0259  -0.0133
Si  6.7543  7.0004  26.7159  -0.0017  -0.017  -0.0253
Si  4.0007  9.6729  26.6138  0.0491  0.004  -0.0015
Si  9.505  9.5837  26.4386  0.0663  0.0427  -0.0451
Si  2.6259  0.1307  27.8832  -0.0205  0.0199  -0.0023
Si  8.1956  0.0331  27.8753  -0.0051  0.0133  0.0197
Si  -0.1244  2.8611  27.886  0.0046  0.0197  -0.0052
Si  5.4376  2.7777  27.8652  0.0043  0.001  -0.0001
Si  2.6677  5.5456  27.938  -0.0127  0.0281  -0.0115
Si  8.1614  5.5187  27.8861  0.004  -0.0145  0.0096
Si  -0.0803  8.2502  27.8832  0.0086  0.0029  0.0375
Si  5.3561  8.321  28.0045  -0.0109  0.003  -0.021
Si  4.1018  1.3673  29.2685  -0.1689  0.322  -0.2039
Si  9.5708  1.3673  29.2685  -0.0657  0.1987  -0.1058
Si  1.3673  4.1018  29.2685  -0.3825  0.2126  0.0712
Si  6.8362  4.1018  29.2685  -0.0197  0  -0.198
Si  4.1018  6.8362  29.2685  -0.3859  0.1816  0.548
Si  9.5708  6.8362  29.2685  -0.1557  0.0638  -0.028
Si  1.3673  9.5708  29.2685  -0.2537  0.2148  -0.3276
Si  6.8362  9.5708  29.2685  0.1442  0.4013  0.2664
Si  0  0  30.6358  0.0424  -0.0419  -0.0139
Si  5.469  0  30.6358  0.1517  0.036  0.0134
Si  2.7345  2.7345  30.6358  0.0641  -0.074  -0.0312
Si  8.2035  2.7345  30.6358  0.0125  -0.0616  -0.0053
Si  0  5.469  30.6358  0.1468  -0.0032  0.0349
Si  5.469  5.469  30.6358  -0.0052  -0.0243  -0.03
Si  2.7345  8.2035  30.6358  0.1273  -0.0888  0.0349
Si  8.2035  8.2035  30.6358  -0.0133  -0.0641  -0.017
Si  1.3673  1.3673  32.003  -0.0142  0.0513  0.0052
Si  6.8362  1.3673  32.003  -0.0822  0.0923  0.0066
Si  4.1018  4.1018  32.003  -0.0797  0.0376  0.0059
Si  9.5708  4.1018  32.003  -0.0341  0.0343  -0.0158
Si  1.3673  6.8362  32.003  -0.1327  0.0895  0.0103
Si  6.8362  6.8362  32.003  -0.0233  0.0544  0.0038
Si  4.1018  9.5708  32.003  -0.0718  0.0259  -0.0119
Si  9.5708  9.5708  32.003  -0.0449  0.0281  0.0016
Si  2.7345  0  0.6835  0.1014  -0.0512  0.0226
Si  8.2035  0  0.6835  0.0274  -0.0297  -0.008
Si  0  2.7345  0.6835  0.054  -0.0472  -0.0134
Si  5.469  2.7345  0.6835  0.0745  -0.1089  -0.0043
Si  2.7345  5.469  0.6835  0.0997  0.0004  -0.0061
Si  8.2035  5.469  0.6835  0.0255  -0.0733  0.0163
Si  0  8.2035  0.6835  0.1184  -0.0656  -0.0145
Si  5.469  8.2035  0.6835  -0.013  -0.031  -0.007
Si  4.1018  1.3673  2.0507  -0.0358  0.1872  -0.0273
Si  9.5708  1.3673  2.0507  -0.0712  0.0563  -0.0152
Si  1.3673  4.1018  2.0507  -0.0883  -0.0963  0.0028
Si  6.8362  4.1018  2.0507  -0.0278  0.1084  0.037
Si  4.1018  6.8362  2.0507  -0.0555  0.0154  -0.045
Si  9.5708  6.8362  2.0507  0.0178  0.1388  0.0484
Si  1.3673  9.5708  2.0507  -0.2323  -0.1256  0.0188
Si  6.8362  9.5708  2.0507  -0.0365  0.0509  0.0026
Si  0  0  3.418  -0.3631  -0.7125  0.0161
Si  5.469  0  3.418  0.4181  -0.1381  0.2787
Si  2.7345  2.7345  3.418  0.1004  -0.3003  -0.7817
Si  8.2035  2.7345  3.418  0.5448  -0.0965  -0.065
Si  0  5.469  3.418  0.0398  -0.1633  0.5206
Si  5.469  5.469  3.418  0.3649  0.2978  -0.2224
Si  2.7345  8.2035  3.418  -0.2322  -0.6168  -0.1712
Si  8.2035  8.2035  3.418  0.3736  0.0706  0.232
Si  1.4646  1.2438  4.6755  0.0036  -0.0191  -0.0013
Si  6.9948  1.2977  4.7949  0.0466  -0.0279  -0.021
Si  4.141  4.0541  4.6743  -0.0015  0.0132  0.0213
Si  9.6263  4.0235  4.8507  0.0116  -0.0246  -0.0098
Si  1.4332  6.7451  4.8581  -0.0029  -0.0105  -0.0443
Si  6.9276  6.8008  4.8003  0.0116  -0.0258  0.0118
Si  4.1596  9.4456  4.7241  -0.0037  0.003  -0.0309
Si  9.6029  9.4835  4.9254  -0.0094  0.0108  -0.0039
Si  2.7381  -0.2011  6.0217  -0.0019  0.0108  0.0299
Si  8.3083  0.0108  6.381  0.0115  0.0166  -0.0235
Si  0.2212  2.579  6.0716  -0.0223  -0.0009  -0.0009
Si  5.5489  2.7126  5.9394  -0.0757  -0.0133  0.0477
Si  2.8692  5.299  6.1772  -0.0234  -0.0311  -0.0321
Si  8.1187  5.2842  6.2366  0.015  0.0803  0.0435
Si  0.1064  8.0521  6.3365  -0.0411  -0.0474  0.0557
Si  5.5301  8.1543  6.1295  -0.0076  -0.0035  0.0344
Si  4.1919  1.2425  7.0611  0.0014  0.0259  0.003
Si  10.1893  1.067  7.5959  0.0283  0.0335  0.013
Si  2.0065  3.4349  7.4135  0.0215  -0.0488  0.0599
Si  6.2967  4.3607  7.4187  -0.0388  0.0103  0.0083
Si  4.6339  6.2909  7.3495  0.0093  -0.0298  0.0257
Si  9.289  6.0221  8.143  0.0294  0.0471  -0.0546
Si  1.3568  9.5988  7.5869  0.0331  0.0145  0.0012
Si  6.4041  9.9577  7.4575  -0.026  -0.0056  0.0366
O  1.3461  4.2477  24.6322  -0.0009  0.0044  -0.0165
O  6.71  9.5823  24.7177  -0.0019  -0.0014  -0.0201
O  3.1668  2.309  7.8579  -0.007  0.007  0.0093
O  8.3937  6.7639  9.302  0.0091  -0.0152  0.0121
O  4.0131  6.7982  8.796  0.0048  0.017  -0.01
O  0.272  -0.1673  8.0963  -0.0216  0.0172  0.0394
O  3.9295  7.0532  24.9377  0.0062  -0.0041  -0.0244
O  10.4686  -0.5838  25.3077  -0.033  -0.0177  -0.051
O  -0.5348  7.0807  7.5539  -0.0005  -0.0297  0.0748
O  1.3324  3.7497  8.8789  0.0016  0.0059  -0.0218
O  10.0167  2.0631  8.9226  0.005  -0.0118  -0.0059
O  6.6255  7.6782  10.9917  0.0071  -0.0051  -0.0073
O  5.268  0.2045  7.8491  0.0277  -0.0279  0.0061
O  2.1605  8.8344  8.84  0.0052  -0.0109  0.0025
O  6.7968  3.6484  8.8543  0.0039  0.0191  0.022
O  8.9871  6.809  11.944  -0.0283  -0.0016  -0.0027
O  3.458  2.6748  24.004  0.0043  -0.0281  -0.0164
O  4.8676  0.3614  23.8976  -0.0011  0.014  0.0031
O  9.4563  1.7202  24.4697  -0.015  -0.0039  -0.0032
O  10.3775  5.9307  23.7061  -0.0048  0.0155  0.002
O  8.294  7.5941  23.947  0.0127  0.0108  0.0002
O  2.1503  8.8898  24.0089  -0.0111  -0.0127  -0.0135
O  5.8866  5.7735  23.9195  -0.0079  0.0099  -0.011
O  0.8076  11.9694  23.4265  0.0046  -0.0007  -0.0017
Si  3.2636  7.9375  9.6872  -0.0041  0.0106  0.0059
Si  13.0077  5.0212  19.0112  0.0006  0.0054  0.0056
Si  6.5943  3.6339  10.4789  0.0004  -0.0025  -0.0077
Si  4.287  1.6336  23.0385  0.001  0.0046  0.0085
Si  7.1085  2.9699  17.1818  -0.0001  -0.0001  0.0003
Si  12.4735  0.7176  21.9955  0.0015  -0.002  -0.0098
Si  6.7205  8.4482  18.1936  0.0033  -0.0009  0.0032
Si  14.6893  9.2769  19.0401  -0.0008  0.0023  0.0064
Si  8.7483  4.9686  15.3924  -0.0024  0.0012  0.0008
Si  7.8186  6.6354  20.5747  0.0011  0.0065  -0.0065
Si  4.007  3.5195  17.0042  0.0024  0.0014  0.0043
Si  8.8752  7.4142  13.4619  0  -0.0003  0.0007
Si  11.767  7.8021  14.5686  0.0019  0.0067  0.0032
Si  4.4524  5.1056  14.2752  0.0054  -0.0002  0.0056
Si  7.8173  6.5473  10.8169  0.0129  0.0076  -0.0017
Si  1.1758  8.7497  22.6993  -0.0006  -0.0012  0.0061
Si  7.2192  -1.0601  14.1562  0.0014  0.0028  0.0017
Si  6.0402  -1.8763  10.3155  -0.0084  -0.0013  -0.0119
Si  16.4252  7.6777  15.4616  0.0041  -0.0033  0.0015
Si  6.2185  2.9281  22.3621  -0.0005  -0.0089  -0.0101
Si  13.1768  6.4948  12.3672  -0.0028  0.0018  -0.0016
Si  12.1245  3.6381  12.1482  -0.0008  -0.0029  0.0047
Si  8.1246  10.9413  16.8804  0.0006  -0.0003  0.0043
Si  5.47  -5.053  22.3517  -0.0039  0.0079  0.0007
Si  6.3055  0.9045  11.9287  -0.0035  0.0003  0.0142
Si  0.0331  3.0719  14.915  0.0004  -0.005  0.0009
Si  -0.0413  1.1612  17.2508  -0.0012  -0.0029  0.0017
Si  2.9789  11.4763  17.376  -0.0001  -0.0024  0.006
Si  13.798  8.9414  16.3281  -0.0018  0.0013  0.005
Si  9.5952  7.2249  23.0448  0.0181  0.0006  -0.0036
Si  8.1833  -7.4578  20.101  0.0025  -0.0049  0.0012
Si  10.7677  3.4376  9.4414  -0.0034  -0.0041  0.0011
Si  0.2168  2.7534  19.9198  -0.0003  -0.0002  0.0053
Si  11.3728  -5.499  16.5138  0.0031  0.0011  0.0083
Si  2.9808  7.2094  21.0699  0.0012  0.0005  0.0024
Si  15.2378  3.0327  12.0706  0.0021  -0.0052  0.0013
O  12.3682  8.9616  15.5387  0.017  -0.0186  -0.0074
O  11.8224  -6.9813  15.9983  -0.0256  0.017  -0.0106
O  9.8893  4.7239  8.9582  0.0099  0.0037  -0.0057
O  4.919  3.8031  13.3937  -0.0118  -0.0038  -0.016
O  6.9165  0.3427  13.3544  -0.0029  -0.0129  0.0032
O  3.4054  8.6913  20.5152  -0.0105  -0.0225  -0.0022
O  -1.3203  0.1937  17.508  -0.0007  0.0173  -0.0116
O  6.7647  9.1815  8.8581  -0.0158  0.0329  -0.0065
O  7.3054  4.9995  11.057  -0.0151  0.0001  -0.0129
O  -3.8433  2.2051  11.2081  -0.023  0.0082  -0.0132
O  3.2558  -6.6708  18.2182  -0.0124  -0.0049  -0.0129
O  7.4059  -1.0451  17.8956  -0.0028  -0.0083  -0.0179
O  5.2793  8.7897  18.8331  0.0032  0.0035  -0.0163
O  3.1414  12.0121  21.9964  -0.0205  -0.0042  0.0261
O  12.2491  10.064  21.7561  0.0022  0.002  0.0248
O  3.3584  12.9654  16.8865  -0.0046  0.0035  0.0015
O  11.9931  6.421  15.3875  -0.0141  0.0151  0.0033
O  9.1355  6.982  21.4915  -0.0163  0.0007  0.0196
O  5.4907  4.3267  21.8792  0.0137  0.0095  0.0059
O  5.5827  6.2286  14.6852  -0.0086  -0.0031  0.0123
O  5.5475  3.2908  17.4519  -0.0002  -0.0006  -0.0064
O  10.5622  -2.4058  23.115  0.0068  -0.019  -0.0056
O  7.9599  3.047  18.5566  -0.0095  0.0056  0.0056
O  14.5481  -0.0195  18.8127  -0.0091  -0.0234  -0.0301
O  1.2704  -6.9398  19.9951  -0.0061  -0.0046  -0.0193
O  12.5764  7.7728  13.1658  -0.0053  -0.0202  0.0195
O  9.7406  5.5661  16.5628  0.0143  -0.0191  -0.0304
O  1.1523  5.2744  12.2499  0.0245  -0.0042  0.0006
O  10.2165  7.9875  14.1749  0.0164  -0.0162  0.0069
O  18.8543  5.0788  20.1422  0.0038  0.0054  0.0135
O  -4.4371  6.8161  21.5097  0.0144  -0.0232  0.0043
O  4.4087  8.9547  10.2535  0.002  -0.0303  -0.0113
O  -0.2292  1.6736  15.7012  0.0113  0.0117  0.0117
O  7.984  8.7594  13.2601  0.0024  0.0126  0.0113
O  13.6589  8.6114  17.9342  0.0267  0.0202  -0.0041
O  -6.9154  6.5707  22.1326  0.004  0.0033  -0.0155
O  17.3737  7.5961  16.8088  -0.01  0.0191  -0.0004
O  9.7195  3.1802  20.5526  0.0017  0.0017  -0.0219
O  1.0173  5.7326  17.9876  0.0094  -0.0232  -0.0143
O  0.8258  12.4507  20.7715  -0.0001  0.0091  0.0075
O  3.8836  -3.1091  15.7374  -0.0097  0.0173  0.0053
O  5.8837  -1.8918  14.6437  0.0108  -0.0005  0.0216
O  8.1833  -0.6802  15.4077  -0.0204  0.0005  0.0039
O  3.4582  5.9032  13.2612  -0.0105  0.0026  -0.003
O  7.6452  7.5842  19.244  -0.019  0.0009  0.0066
O  4.7781  1.4628  12.1754  0.0199  0.0285  -0.0064
O  7.2109  3.0495  23.7093  0.0179  -0.0036  -0.0085
O  7.5526  -6.8204  16.095  0.0169  0.0013  0.0087
O  10.9153  2.3707  18.3484  0.0019  -0.0136  0.0178
O  4.9857  3.7268  10.7564  0.0263  -0.0136  0.0247
O  6.3468  -0.4439  11.0221  0.0075  0.0078  0.0032
O  13.6397  3.1267  11.8277  0.0039  0.0119  0.0069
O  7.2066  -8.3448  21.0833  0.0072  0.0281  0.009
O  14.4426  10.4452  16.2092  -0.0169  -0.0142  0.0286
O  12.2938  0.3673  17.458  0.0106  0.0173  -0.0078
O  8.2886  6.213  14.4335  0.0214  -0.0028  -0.0009
O  7.3228  1.4247  16.6826  0.0094  -0.0068  0.0104
O  9.6046  3.8796  14.5112  0.0144  0.0155  0.0302
O  14.7961  4.4333  15.6538  0.0179  -0.0017  0.011
O  2.596  7.0839  10.8997  0.0046  0.004  0.0009
O  10.9819  3.2519  11.0478  0.0091  0.0064  -0.0017
O  11.7714  2.8498  13.5321  -0.0126  0.0156  0.0097
O  13.7395  -4.7632  19.8555  -0.0077  0.0098  0.012
O  1.5755  7.4163  21.8547  0.0129  0.0113  0.0061

Results
free energy: -133978.553 eV
free energy less fixed offsets of O -569.03, Si -635.61 eV per atom: -3.393 eV

The program warned: the cutoff lies below the one the program advises for these potential files; the exchange-correlation potential is rough where the density is thin.
